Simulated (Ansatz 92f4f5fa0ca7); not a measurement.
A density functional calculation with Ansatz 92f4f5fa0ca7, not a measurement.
Periodic cell of 259 atoms, Si165O94, from a study of silicon, its oxide and their interface. The atomic structure is a simulated model.
Doubt: the cutoff is far below the 930 eV that the study's wrapper takes by default for these files, so forces and energies are approximate.
This geometry differs little from another in the collection (a relaxation step or a small displacement).

Settings: functional PBE; potential files Ansatz PAW; basis plane waves; wave-function cutoff 580 eV; density cutoff ratio 5; exchange-correlation grid ratio 1; k mesh 1 x 1 x 1, Gamma-centred; self-consistency stop 5e-08 eV per atom in the density residual; occupations fixed; spin none; net charge 0.

Cell vectors (angstrom)
a, 10.938, 0, 0
b, 0, 10.938, 0
c, 0, 0, 38.372

Atoms: element, x, y, z (angstrom)
Si, 0, 0, 0.683
Si, 5.469, 0, 0.683
Si, 2.7345, 2.7345, 0.683
Si, 8.2035, 2.7345, 0.683
Si, 0, 5.469, 0.683
Si, 5.469, 5.469, 0.683
Si, 2.7345, 8.2035, 0.683
Si, 8.2035, 8.2035, 0.683
Si, 1.3673, 1.3673, 2.0503
Si, 6.8362, 1.3673, 2.0503
Si, 4.1018, 4.1018, 2.0503
Si, 9.5708, 4.1018, 2.0503
Si, 1.3673, 6.8362, 2.0503
Si, 6.8362, 6.8362, 2.0503
Si, 4.1018, 9.5708, 2.0503
Si, 9.5708, 9.5708, 2.0503
Si, 2.7345, 0, 36.3205
Si, 8.2035, 0, 36.3205
Si, 0, 2.7345, 36.3205
Si, 5.469, 2.7345, 36.3205
Si, 2.7345, 5.469, 36.3205
Si, 8.2035, 5.469, 36.3205
Si, 0, 8.2035, 36.3205
Si, 5.469, 8.2035, 36.3205
Si, 4.1018, 1.3673, 37.6877
Si, 9.5708, 1.3673, 37.6877
Si, 1.3673, 4.1018, 37.6877
Si, 6.8362, 4.1018, 37.6877
Si, 4.1018, 6.8362, 37.6877
Si, 9.5708, 6.8362, 37.6877
Si, 1.3673, 9.5708, 37.6877
Si, 6.8362, 9.5708, 37.6877
Si, 0.7879, -0.5974, 28.0819
Si, 5.28, 0.9352, 27.5189
Si, 2.6978, 2.628, 28.3885
Si, 8.626, 4.5905, 26.8036
Si, -0.9913, 6.4986, 27.256
Si, 5.9046, 5.8184, 27.8331
Si, 2.4055, 8.4656, 28.1965
Si, 8.3914, 8.185, 27.9442
Si, 1.3009, 1.2107, 29.5433
Si, 7.1593, 1.8534, 29.7815
Si, 3.9981, 4.0505, 29.673
Si, 8.9397, 3.4902, 29.6588
Si, 1.207, 6.9101, 29.4759
Si, 6.9879, 7.0117, 29.4709
Si, 4.1477, 9.6034, 29.3201
Si, 9.6818, 9.6667, 29.2425
Si, 2.8506, 0.0193, 30.8473
Si, 8.2769, 0.0228, 30.7649
Si, -0.1111, 2.6275, 30.8256
Si, 5.4475, 2.8139, 31.0675
Si, 2.6189, 5.5354, 30.8295
Si, 8.195, 5.4565, 30.8173
Si, -0.0816, 8.2827, 30.849
Si, 5.4742, 8.2633, 30.7665
Si, 4.1117, 1.3571, 32.3075
Si, 9.5457, 1.3254, 32.2853
Si, 1.3008, 4.0634, 32.1507
Si, 6.82, 4.2225, 32.3205
Si, 4.0576, 6.9032, 32.1595
Si, 9.5599, 6.8276, 32.1919
Si, 1.3933, 9.6011, 32.1813
Si, 6.8668, 9.592, 32.1388
Si, 0.0176, -0.0113, 33.6063
Si, 5.5177, -0.0124, 33.5955
Si, 2.693, 2.7433, 33.5803
Si, 8.1915, 2.7649, 33.6045
Si, -0.0021, 5.465, 33.5619
Si, 5.4038, 5.5516, 33.6129
Si, 2.7215, 8.2307, 33.5734
Si, 8.1819, 8.1964, 33.5509
Si, 1.3624, 1.3681, 34.9668
Si, 6.8449, 1.3785, 34.9644
Si, 4.0793, 4.1091, 34.9468
Si, 9.5802, 4.1096, 34.9556
Si, 1.3731, 6.833, 34.9386
Si, 6.8252, 6.8596, 34.9611
Si, 4.1123, 9.5718, 34.9472
Si, 9.5663, 9.5505, 34.9411
Si, 2.743, -0.0058, 3.4191
Si, 8.1949, -0.0029, 3.4196
Si, -0.0042, 2.7322, 3.4232
Si, 5.4929, 2.7383, 3.4174
Si, 2.7226, 5.4548, 3.4113
Si, 8.2149, 5.474, 3.4109
Si, 0.0017, 8.1892, 3.4118
Si, 5.4501, 8.1935, 3.4282
Si, 4.1501, 1.3407, 4.7681
Si, 9.5604, 1.3666, 4.7873
Si, 1.3749, 4.0892, 4.7947
Si, 6.8544, 4.1232, 4.7854
Si, 4.0828, 6.798, 4.7911
Si, 9.5907, 6.8139, 4.7882
Si, 1.3869, 9.5303, 4.7716
Si, 6.8303, 9.56, 4.7851
Si, 0, -0.0449, 6.0908
Si, 5.4833, -0.0219, 6.1899
Si, 2.7998, 2.7208, 6.0979
Si, 8.2212, 2.7773, 6.1647
Si, 0.0146, 5.4551, 6.1917
Si, 5.4689, 5.4578, 6.1655
Si, 2.7115, 8.1318, 6.1786
Si, 8.1872, 8.1618, 6.1171
Si, 1.4651, 1.2801, 7.3693
Si, 6.8324, 1.4343, 7.5174
Si, 4.1197, 4.0739, 7.5337
Si, 9.6211, 4.0873, 7.5862
Si, 1.3333, 6.8087, 7.627
Si, 6.8461, 6.8164, 7.5299
Si, 4.1401, 9.4481, 7.5148
Si, 9.5431, 9.536, 7.4491
Si, 2.6329, -0.2404, 8.7686
Si, 8.3538, 0.1638, 8.7534
Si, 0.2324, 2.6862, 8.7433
Si, 5.4836, 2.7556, 8.9828
Si, 2.7893, 5.4414, 8.9415
Si, 8.1738, 5.4448, 8.9306
Si, -0.179, 8.1505, 8.925
Si, 5.4923, 8.1394, 8.9794
Si, 4.1061, 1.7674, 10.6427
Si, 10.0216, 1.1698, 10.0417
Si, 1.7159, 3.779, 10.1779
Si, 6.6364, 4.3082, 10.2985
Si, 4.3965, 6.5346, 10.2745
Si, 9.1346, 7.0828, 10.2895
Si, 1.0436, 9.6907, 10.1612
Si, 6.7858, 9.2022, 10.6684
O, 10.7942, 7.063, 25.9505
O, 3.8322, 1.5991, 27.7973
O, 8.0145, 8.1249, 10.9563
O, 2.8494, 2.8075, 10.9176
O, 8.7332, 3.7628, 25.4018
O, 0.9425, 10.9144, 26.531
O, 5.5111, 5.4232, 10.8192
O, 0.0502, -0.0226, 10.6821
O, 7.2826, 3.5949, 11.6493
O, 6.0633, 9.7848, 12.0452
O, 9.8446, 6.3477, 11.5701
O, 1.8002, 9.0887, 11.4997
O, 4.7753, 1.2884, 12.0654
O, 0.6894, 4.3357, 11.3306
O, 9.3408, 1.9558, 11.2989
O, 3.801, 7.2996, 11.6137
O, 7.5728, 8.802, 26.5926
O, 6.5841, 1.603, 28.2355
O, 5.013, 6.8444, 26.915
O, 2.011, 3.4894, 27.1504
O, 11.0504, -4.8102, 28.4496
O, -1.8412, 3.5731, 28.0047
O, 4.8987, 15.6266, 28.4347
O, 5.5335, 12.1331, 25.9163
Si, 7.9219, 3.3994, 24.03
Si, 3.4804, 7.2145, 26.4392
Si, -1.6327, 9.8606, 21.0305
Si, 14.3075, 3.0366, 18.0685
Si, 5.953, -0.1426, 15.9035
Si, 10.0512, 4.8394, 17.1758
Si, 3.3205, 5.4493, 16.31
Si, 2.6741, 4.1821, 25.8222
Si, 4.5557, 8.4988, 23.8314
Si, 10.4248, 7.8359, 24.5677
Si, 8.1797, 2.4018, 12.3311
Si, 4.3772, 9.6137, 18.3246
Si, 10.0584, 3.7368, 14.4718
Si, 7.6394, 8.3495, 16.7814
Si, 9.5665, 4.4975, 21.8519
Si, 13.2195, 1.7894, 20.8304
Si, 6.7041, 9.006, 19.7671
Si, 5.8793, 11.2528, 12.8012
Si, 10.8108, 11.7168, 19.1048
Si, 13.9175, 6.6126, 21.7083
Si, 0.7073, -0.1687, 24.9251
Si, 6.1812, 5.53, 16.9144
Si, 5.0794, 13.3436, 24.8803
Si, 4.994, 6.834, 19.3817
Si, 11.1154, 5.5869, 12.2298
Si, -1.9362, 11.4341, 23.7374
Si, 7.562, 8.9182, 24.9438
Si, 1.4468, 3.3717, 16.068
Si, 1.5627, 4.0353, 22.9522
Si, 2.4415, 7.8426, 12.3291
Si, -0.338, 7.8543, 16.6829
Si, 2.084, 8.162, 15.3241
Si, -0.0238, 7.1609, 21.689
Si, 3.3937, 0.4103, 23.165
Si, 12.5192, 9.8691, 17.5847
Si, 8.8281, 3.0869, 19.1787
Si, 6.4337, 2.5517, 17.4417
O, 7.3594, 2.4784, 18.8
O, 4.8797, 2.501, 17.8889
O, 10.9526, 6.9628, 23.314
O, 3.9968, 7.5025, 22.6455
O, 5.4563, 10.0544, 19.4869
O, -0.9371, 5.9089, 21.1222
O, 2.7717, 8.3016, 13.8596
O, 2.4297, 4.4809, 15.3235
O, 13.6671, 6.9631, 16.2361
O, 10.903, 4.0628, 22.6684
O, 13.452, 5.2948, 22.5384
O, 6.0969, 7.5928, 20.3289
O, 9.068, 4.4951, 18.4096
O, 11.5026, 8.6077, 17.8286
O, 7.4813, 8.7239, 18.3604
O, 9.1898, 8.5674, 16.3703
O, 7.1696, 6.7864, 16.5187
O, 8.3163, 4.5517, 22.9219
O, 4.4615, 7.9608, 18.2864
O, 6.75, 3.9993, 16.7203
O, 7.7081, 9.5837, 20.8856
O, 1.5499, 7.2868, 21.2202
O, 9.815, 10.5667, 19.6667
O, 8.9292, 2.9209, 13.6708
O, 13.3643, 2.3431, 16.8918
O, 1.7235, 3.8199, 24.5534
O, 6.1551, 8.401, 24.2559
O, 2.2151, 9.6153, 16.089
O, 2.9521, 2.5933, 19.5762
O, 10.3045, 6.4126, 17.3086
O, 7.2945, 1.1196, 12.7698
O, 11.4168, 7.8257, 15.2579
O, -1.4473, 10.8066, 22.323
O, 8.8017, 7.9853, 24.4034
O, 0.3002, 9.2377, 24.5476
O, 2.8188, 9.9792, 18.6577
O, 9.0778, 3.3851, 20.7547
O, 3.1245, 0.5775, 21.5489
O, 10.1561, 8.5049, 21.2329
O, 5.7426, 5.6821, 18.4987
O, 4.7495, 10.374, 16.9306
O, 5.4378, 0.1015, 14.3655
O, 7.9173, 10.459, 24.4954
O, 0.5591, 4.0947, 17.2477
O, 8.3559, 1.9445, 23.4553
O, 3.6286, 8.1948, 25.1428
O, 3.261, 4.6732, 17.7879
O, 6.6758, 1.2394, 16.4682
O, 0.6781, 11.2065, 17.7818
O, 6.8982, 9.4638, 15.851
O, 4.2999, 10.0172, 23.3399
O, 0.8648, 1.1884, 20.3218
O, 2.018, 11.2122, 24.063
O, 10.6398, 5.0047, 13.6495
O, 9.9311, 12.976, 18.6152
O, 4.2621, 1.6939, 23.6707
O, 9.3461, 4.3862, 15.7822
O, 4.8899, 5.5948, 15.9047
O, 1.3943, 6.6196, 12.41
O, 6.3223, 3.2817, 24.2925
O, 10.3517, 11.7037, 24.6109
O, 2.7446, 5.8028, 26.0313
O, -7.1175, 6.2444, 20.3466
O, 13.035, 2.8037, 22.0678
O, 4.1564, 3.5439, 25.5979
O, 11.3352, 2.7868, 14.9522
O, 3.5614, 0.3865, 9.9892
O, 5.1057, 10.3475, 28.1308
O, -3.8938, 16.0024, 26.9193
O, -14.4728, -11.3259, 9.9974

Results
free energy: -158352.806 eV
free energy less fixed offsets of O -568.88, Si -635.61 eV per atom: -2.436 eV

Forces (eV/angstrom), in the order of the atoms: element, x, y, z
Si, 0.006, 0.0165, -0.0008
Si, 0.0357, 0.0218, 0.0077
Si, 0.0331, -0.0111, -0.0024
Si, 0.0167, -0.0589, -0.0051
Si, 0.0119, -0.029, -0.0015
Si, -0.0004, -0.0001, 0.0101
Si, 0.0077, -0.0095, -0.0007
Si, -0.0196, 0.0247, -0.0043
Si, 0.0113, -0.0277, 0.074
Si, 0.0542, 0.0045, -0.0804
Si, 0.0241, -0.0906, 0.0297
Si, 0.0209, -0.0295, -0.0387
Si, 0.0015, -0.0619, -0.093
Si, -0.0203, 0.0486, 0.0587
Si, -0.0048, -0.0448, -0.045
Si, 0.009, -0.0088, 0.0469
Si, 0.1151, 0.0347, -0.0243
Si, 0.1181, -0.034, -0.0523
Si, -0.0093, 0.0205, 0.0802
Si, -0.1211, 0.0726, -0.0619
Si, -0.0552, 0.0221, 0.0463
Si, -0.0586, 0.0532, -0.0746
Si, -0.0245, -0.1053, -0.0859
Si, -0.0593, 0.1004, 0.1473
Si, -0.0382, -0.0021, 0.0156
Si, -0.0006, 0.0099, -0.0031
Si, -0.0176, 0.0139, 0.0116
Si, -0.0141, 0.013, -0.0021
Si, -0.0001, 0.0034, 0.0023
Si, 0.0051, -0.006, 0.0157
Si, 0.0188, -0.0169, -0.0163
Si, -0.0395, 0.0307, 0.0019
Si, -0.0095, 0.0008, -0.0014
Si, -0.0051, 0.0085, -0.0052
Si, -0.0025, 0.0031, 0.0022
Si, -0.0001, -0.0006, 0.0007
Si, 0.0031, 0.0015, 0.0201
Si, 0.0025, 0.0042, 0.0083
Si, -0.0035, 0.0063, 0.0007
Si, -0.0175, -0.0056, -0.0138
Si, 0.0018, 0.001, 0.0022
Si, 0.0027, -0.0098, 0.0021
Si, -0.0048, -0.0033, 0.0001
Si, -0.0015, 0.0125, -0.0031
Si, 0.0047, -0.0082, -0.0047
Si, -0.0017, 0.0065, 0.0045
Si, 0.0029, -0.0004, 0.0012
Si, 0.0104, 0.004, 0.002
Si, -0.0027, -0.0029, -0.0066
Si, -0.0046, 0.0043, 0.0077
Si, 0.001, 0.0005, 0.0031
Si, -0.0046, 0.0022, -0.0014
Si, -0.0021, 0.005, 0.0049
Si, 0.0018, -0.0068, -0.0032
Si, -0.0063, 0.0029, -0.0008
Si, -0.002, 0.0018, 0.0019
Si, 0.0036, 0.0034, 0.0052
Si, 0.0019, -0.0011, 0.0002
Si, 0.0028, -0.0004, -0.0013
Si, 0.0077, -0.003, 0.0029
Si, 0.0011, 0.0029, 0.0004
Si, -0.0001, 0.0019, -0.0005
Si, 0.0004, 0.002, -0.0005
Si, 0.0033, 0.0012, -0.002
Si, 0.001, 0.0005, -0.002
Si, 0.0007, 0.0007, 0.0007
Si, -0.0008, -0.0015, -0.0002
Si, -0.0026, 0.0034, 0.0014
Si, -0.0015, 0.0007, 0.0006
Si, -0.0014, 0.0013, 0.0009
Si, 0.0025, -0.0022, -0.0004
Si, -0.0008, 0.0001, 0.0004
Si, 0.0007, -0.0014, -0.0007
Si, -0.0006, 0.0004, -0.0001
Si, 0.002, 0.0003, 0.0006
Si, 0.0004, 0, 0.0001
Si, 0.0013, 0.0009, 0.0005
Si, 0.0009, -0.0009, -0.0006
Si, -0.0017, 0.0011, -0.0001
Si, 0, -0.0004, -0.0001
Si, -0.001, -0.0001, 0.0003
Si, 0.0011, -0.0006, -0.0001
Si, 0.0003, 0.0008, 0.0001
Si, 0.0006, -0.0014, -0.0004
Si, 0.0013, 0.0004, 0.0001
Si, -0.0012, -0.0004, -0.0006
Si, -0.0003, -0.0003, 0
Si, -0.0006, 0.0006, -0.0002
Si, 0.001, 0.0002, 0.0008
Si, 0.0006, 0.001, 0.0001
Si, 0.0001, -0.0027, 0.0017
Si, -0.0014, 0.0004, 0.0025
Si, 0.0008, 0.0003, 0.0023
Si, -0.0021, 0.0014, 0.0011
Si, -0.0021, 0.0011, 0.002
Si, -0.0015, -0.0003, 0.0002
Si, 0.0018, 0.0003, -0.0017
Si, 0.0013, -0.0018, 0.0004
Si, -0.0045, 0.0029, -0.0049
Si, 0.0006, -0.0013, 0.0021
Si, 0.0013, -0.0009, 0.0022
Si, -0.0003, 0.0004, -0.0019
Si, -0.001, -0.0014, 0.0022
Si, 0.0009, -0.001, -0.0013
Si, 0.0019, -0.0027, -0.0008
Si, -0.0037, 0.0055, -0.0026
Si, 0.0084, -0.0048, 0.0094
Si, -0.0055, 0.0034, -0.0036
Si, 0.0079, -0.0053, -0.0052
Si, -0.0023, 0.0025, 0.0099
Si, 0.0006, -0.0011, -0.0012
Si, 0.0014, 0.0012, 0.0013
Si, -0.0021, -0.0012, 0.0043
Si, -0.0033, -0.0044, -0.0039
Si, 0.0075, -0.0027, 0.0055
Si, -0.0079, 0.0056, 0.0033
Si, -0.006, -0.0044, -0.0099
Si, 0.0007, 0.0045, 0.0007
Si, -0.0122, 0.008, 0.0038
Si, 0.006, -0.005, 0.0019
Si, 0.0073, 0.0064, -0.0089
Si, 0.004, -0.0084, 0.0078
Si, -0.0021, -0.0041, 0.0105
Si, -0.0217, -0.0088, -0.003
Si, 0.0173, 0.0051, 0.0081
Si, -0.0042, 0.0112, 0.0032
Si, -0.0028, -0.0016, -0.0016
Si, -0.0011, -0.0033, -0.007
O, 0.0123, -0.0121, 0.0049
O, -0.0072, 0.0074, -0.0042
O, 0.0022, -0.0017, -0.0019
O, -0.0024, 0.0018, -0.0017
O, 0.0048, 0.0052, 0.0044
O, 0.0007, -0.0038, 0.0001
O, -0.0022, 0.0021, -0.0025
O, -0.002, 0.0054, -0.0016
O, -0.0095, 0.0146, 0.0013
O, 0.0037, -0.0047, -0.0001
O, -0.0064, 0.0048, -0.0028
O, -0.0075, 0.0099, -0.0015
O, -0.0066, 0.0044, 0.0024
O, 0.0061, -0.0041, -0.0068
O, 0.0116, -0.0034, -0.0154
O, 0.002, -0.0064, -0.0034
O, 0.0067, -0.0066, 0.0262
O, 0.0187, 0.0078, 0.0048
O, -0.0052, 0.0079, -0.007
O, 0.0015, -0.0007, 0.0011
O, -0.001, 0.0051, 0.0004
O, 0.0017, -0.0081, 0.0063
O, -0.0035, -0.0038, 0.0039
O, 0.0002, -0.003, -0.0035
Si, -0.0021, 0.0015, -0.0045
Si, 0.0015, -0.004, -0.0025
Si, -0.0019, 0.0107, 0.0038
Si, -0.0019, 0.0031, -0.0052
Si, 0.0049, -0.0009, -0.0033
Si, 0.0104, -0.0097, 0.0002
Si, 0.0009, -0.0033, -0.0042
Si, 0.0022, -0.0077, 0.0048
Si, 0.0002, 0.0019, 0
Si, -0.0036, -0.0072, -0.0188
Si, -0.0035, -0.0072, 0.0007
Si, 0.0002, -0.0021, 0.0021
Si, 0.0014, -0.0058, -0.0045
Si, 0.0003, 0.0005, -0.0048
Si, -0.0006, -0.0005, 0.0012
Si, 0.0016, 0.0017, -0.002
Si, -0.0014, 0.0006, 0.0021
Si, 0.0035, 0, -0.0069
Si, 0.0045, 0.0005, -0.0008
Si, 0.0004, -0.0001, 0.0002
Si, -0.0011, 0.0074, 0.0032
Si, -0.0026, -0.0006, -0.005
Si, -0.0053, 0.0036, 0.0051
Si, -0.0014, -0.0004, 0.0016
Si, -0.0027, -0.0068, -0.0063
Si, 0.001, 0.0017, 0.0022
Si, -0.0044, 0.0084, -0.0014
Si, 0.0006, 0.0001, -0.0058
Si, -0.0025, 0.0008, -0.0023
Si, 0.0065, 0.0032, -0.0082
Si, 0.0038, 0.014, -0.0089
Si, 0.0028, 0.003, -0.0093
Si, -0.0031, -0.0024, 0.0029
Si, 0.0024, 0.001, 0.0019
Si, -0.0023, 0.0022, -0.002
Si, 0, 0.0017, 0.0001
Si, -0.0011, 0.0014, -0.0017
O, 0.0009, 0.0002, 0.0012
O, 0.0055, -0.0015, 0.0021
O, 0.0005, 0.0042, 0.0026
O, 0.0044, 0.0056, 0.0035
O, -0.0017, 0.002, -0.0003
O, 0.0006, 0.0019, -0.001
O, 0.0023, 0.0007, 0.0035
O, -0.001, 0.0006, 0.0032
O, 0.0012, -0.0031, 0.0078
O, -0.0008, 0.0017, 0.0001
O, 0.0008, -0.001, 0.0037
O, 0, -0.0013, 0.0017
O, -0.0048, -0.0042, 0.0123
O, 0.0017, 0.003, 0.009
O, 0.0028, -0.0009, -0.0021
O, -0.0086, 0.0092, 0.0022
O, 0.0003, -0.0009, 0.003
O, 0.0008, -0.0012, 0.0012
O, -0.0019, 0.0011, -0.0004
O, 0.0007, -0.0001, 0.0022
O, -0.0064, -0.0006, 0.0015
O, -0.0014, 0.0035, -0.0039
O, -0.0006, 0.0007, -0.003
O, -0.0002, -0.0003, 0.0127
O, -0.0011, 0.0005, -0.0001
O, 0.001, 0.0009, 0.0071
O, 0.0001, -0.0005, -0.001
O, 0.0024, 0.0055, 0.004
O, -0.0005, 0.0003, 0.0036
O, -0.0001, -0.0069, 0.0111
O, -0.0028, -0.0016, 0.0078
O, -0.0039, 0.0005, -0.0072
O, 0.0002, -0.0016, 0.0015
O, -0.0067, -0.0061, -0.0142
O, 0.0139, 0.0111, 0.0016
O, 0.0008, -0.0002, 0.0008
O, 0.0005, 0.0015, -0.0006
O, 0.0007, -0.0014, 0.0034
O, 0.0093, -0.0098, 0.0003
O, 0.0012, 0, 0.0018
O, -0.0018, 0.0004, 0.0036
O, -0.0012, 0.0011, -0.0022
O, -0.0079, 0.0018, 0.0015
O, 0.0012, -0.0019, 0.001
O, 0.0004, 0.006, -0.0046
O, -0.0045, -0.0008, 0.0026
O, -0.0008, 0.0019, 0.0025
O, -0.0004, 0.0001, 0.0027
O, 0.0019, -0.0021, 0
O, -0.0012, 0.0014, 0.0038
O, 0.0002, -0.0007, -0.0027
O, -0.0013, -0.0013, 0.0011
O, -0.0023, -0.0003, 0.0001
O, 0.0029, 0.0074, 0.0023
O, -0.0037, 0.0051, -0.0003
O, 0.0033, 0.0012, 0.0002
O, -0.0065, -0.0073, -0.0122
O, 0.0027, 0.0021, 0.0029
O, 0.0032, -0.0038, 0.0111
O, -0.0012, 0.0001, -0.0016
O, 0.0037, -0.0008, -0.0023
O, 0.0001, 0.0109, -0.0008
O, 0.0027, 0.0009, -0.0039
O, 0.0003, 0.001, -0.0005
O, 0.0017, 0.0005, -0.004
O, 0.0006, -0.0006, 0.0061
O, -0.0043, 0.0025, 0.0005
O, -0.0049, -0.0241, 0.0023
O, 0.0064, -0.004, -0.0109
O, 0.0044, -0.0037, 0.002

The program warned: the cutoff lies below the one the program advises for these potential files; the forces do not sum to zero within the program's tolerance; the exchange-correlation potential is rough where the density is thin.
